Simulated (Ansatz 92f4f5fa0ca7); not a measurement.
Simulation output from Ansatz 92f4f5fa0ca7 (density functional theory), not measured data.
Periodic cell of 256 atoms, Si144O112, from a study of silicon, its oxide and their interface. The atomic structure is a simulated model.
Doubt: the cutoff is far below the 930 eV that the study's wrapper takes by default for these files, so forces and energies are approximate.
This geometry differs little from another in the collection (a relaxation step or a small displacement).

Settings
functional: PBE
potential files: Ansatz PAW
basis: plane waves
wave-function cutoff: 580 eV
density cutoff ratio: 5
exchange-correlation grid ratio: 1
k mesh: 1 x 1 x 1, Gamma-centred
self-consistency stop: 5e-08 eV per atom in the density residual
occupations: fixed
spin: none
net charge: 0

Cell vectors (angstrom)
a, 10.938, 0, 0
b, 0, 10.938, 0
c, 5.3342, 4.8172, 36.1576

Atoms and the computed forces on them: element, x, y, z (angstrom), force x, y, z (eV/angstrom)
Si, 7.0055, 3.0582, 28.6567, 0.0011, -0.0054, -0.0061
Si, 9.6515, 5.8888, 28.7817, -0.0017, 0.0022, 0.0009
Si, 6.5533, 9.0889, 28.7254, -0.0039, 0.006, -0.0031
Si, 9.1998, 0.7833, 28.7974, -0.0103, 0.0041, -0.0063
Si, 0.9567, 3.6661, 28.7016, 0.0041, 0.0036, -0.0032
Si, 3.6842, 6.4316, 28.5452, -0.0038, -0.0042, -0.0033
Si, 12.3916, 8.7022, 28.675, 0.002, 0.0016, -0.0009
Si, 4.2569, 0.3331, 28.6817, 0.0027, -0.0011, -0.0077
Si, 8.0528, 4.7151, 30.0144, 0.0058, -0.0052, 0.0009
Si, 10.8133, 7.5316, 30.0029, 0.0023, -0.0043, -0.0015
Si, 8.0313, -0.7017, 30.1389, -0.0048, 0.0036, 0.0013
Si, 10.8167, 2.0207, 30.0031, -0.0042, -0.0008, 0.0039
Si, 2.6034, 4.818, 29.9353, -0.0035, 0.0046, 0.0006
Si, 5.3243, 7.4822, 29.9343, 0.0001, 0.0045, 0.0013
Si, 13.5729, 10.2236, 30.0261, 0.0031, -0.0078, 0.0005
Si, 5.3328, 2.0206, 29.9577, 0.0038, -0.0047, 0.0001
Si, 6.7035, 6.149, 31.339, -0.0021, 0.003, -0.0001
Si, 9.4639, 8.8851, 31.3949, -0.0007, 0.0015, 0.0005
Si, 6.6786, 0.7217, 31.4205, 0.0023, -0.0013, -0.0031
Si, 9.4574, 3.4014, 31.3939, -0.0011, -0.0009, -0.0036
Si, 12.1948, 6.1745, 31.3732, 0.003, -0.003, -0.0023
Si, 14.9453, 8.8661, 31.3815, 0.0009, 0.0007, -0.0025
Si, 12.2068, 11.6268, 31.3633, -0.001, 0.0034, 0.0009
Si, 3.9767, 3.4421, 31.3173, -0.0018, 0.0016, -0.0005
Si, 5.3342, 4.8172, 32.7393, -0.0491, -0.1037, -0.2175
Si, 8.0687, 7.5517, 32.7393, -0.0682, -0.2566, -0.105
Si, 5.3342, 10.2862, 32.7393, -0.1103, -0.1462, 0.2667
Si, 8.0687, 2.0827, 32.7393, -0.0127, -0.0513, 0.3257
Si, 10.8032, 4.8172, 32.7393, 0.091, -0.0408, -0.0006
Si, 13.5377, 7.5517, 32.7393, 0.1, -0.1114, 0.1466
Si, 10.8032, 10.2862, 32.7393, 0.1632, -0.0035, 0.0006
Si, 13.5377, 2.0827, 32.7393, 0.1245, 0.0618, -0.2162
Si, 1.3673, -1.3673, 3.418, 0.2454, -0.0298, 0.0731
Si, 4.1018, 1.3673, 3.418, 0.0198, -0.0462, -0.1207
Si, 1.3673, 4.1018, 3.418, -0.0357, 0.1429, 0.3312
Si, 4.1018, -4.1018, 3.418, -0.6901, 0.0537, -0.008
Si, 6.8362, -1.3673, 3.418, -0.0418, 0.1711, 0.0318
Si, -1.3673, 1.3673, 3.418, -0.0847, 0.3285, -0.0475
Si, 6.8362, 4.1018, 3.418, 0.1537, -0.0111, -0.2863
Si, -1.3673, 6.8362, 3.418, 0.1921, 0.1064, -0.2876
Si, 2.7796, -0.0143, 4.8018, -0.0032, 0.0001, 0.0002
Si, 5.4169, 2.8027, 4.7513, -0.0021, -0.0005, 0.0082
Si, 2.6733, 5.5167, 4.8616, 0.0014, 0.007, 0.0076
Si, 5.3855, -2.681, 4.7394, -0.0004, -0.004, -0.0061
Si, -2.7396, 0.0451, 4.7801, 0.0035, -0.0002, 0.0054
Si, -0.0276, 2.7707, 4.8151, -0.0067, -0.0035, -0.0042
Si, 8.2775, 5.4287, 4.7378, 0.0029, -0.0142, -0.0027
Si, -0.0269, -2.7015, 4.784, 0.0121, -0.0004, -0.0026
Si, 1.3642, 1.3857, 6.0899, 0.0069, -0.0031, -0.008
Si, 4.0742, 4.1492, 6.2058, 0.0019, 0.0012, -0.0211
Si, 1.2827, -4.0157, 6.2764, -0.004, -0.0011, -0.0129
Si, 4.1705, -1.34, 6.2802, -0.0042, 0.0057, -0.0008
Si, -4.0684, 1.5089, 6.072, -0.0037, -0.0043, -0.0126
Si, -1.2705, 4.203, 6.2815, -0.0011, 0.0119, -0.0046
Si, 6.7756, -4.1319, 5.8598, -0.0044, 0.0044, -0.0058
Si, -1.3296, -1.2655, 6.1482, -0.0092, 0.0076, -0.0162
Si, 0.3306, -0.1693, 7.4996, 0.009, 0.0057, 0.0255
Si, 2.853, 2.5544, 7.468, -0.0047, -0.0132, 0.0339
Si, -0.4297, -4.9464, 7.7534, 0.0029, -0.0194, 0.0195
Si, 2.5081, -2.4734, 7.5496, -0.0001, -0.0017, 0.0115
Si, 5.2935, 0.4553, 7.4231, -0.0102, 0.0143, 0.0125
Si, -2.9216, 3.0656, 7.4564, 0.0028, 0.0105, 0.0175
Si, 5.7913, 5.3049, 7.3508, 0.0074, 0.0008, 0.0255
Si, -2.7594, -2.8319, 7.1148, -0.0087, 0.0038, 0.0229
Si, 6.7014, 3.45, 34.1066, 0.018, -0.003, -0.0054
Si, 9.4359, 6.1845, 34.1066, -0.0688, -0.0288, -0.0158
Si, 6.7014, 8.919, 34.1066, -0.0233, 0.0288, -0.0033
Si, 9.4359, 11.6535, 34.1066, -0.054, 0.0012, -0.0057
Si, 12.1704, 3.45, 34.1066, -0.0137, 0.0238, -0.0204
Si, 3.9669, 6.1845, 34.1066, -0.0785, 0.0009, -0.0082
Si, 12.1704, 8.919, 34.1066, 0.0043, 0.0313, -0.009
Si, 14.9049, 11.6535, 34.1066, -0.0443, -0.0183, -0.007
Si, 8.0687, 4.8172, 35.4738, 0.0201, 0.0007, -0.0045
Si, 10.8032, 7.5517, 35.4738, 0.0338, -0.0138, -0.0206
Si, 8.0687, 10.2862, 35.4738, 0.046, -0.0028, -0.0114
Si, 10.8032, 2.0827, 35.4738, 0.0273, -0.0125, -0.0317
Si, 2.5997, 4.8172, 35.4738, 0.0197, 0.0036, -0.0164
Si, 5.3342, 7.5517, 35.4738, 0.0189, -0.0359, -0.0242
Si, 13.5377, 10.2862, 35.4738, -0.0079, 0.0063, -0.0077
Si, 5.3342, 2.0827, 35.4738, 0.0205, -0.0468, -0.0201
Si, 1.3673, 1.3673, 0.6835, -0.0222, 0.0416, 0.0122
Si, 4.1018, 4.1018, 0.6835, -0.0196, -0.0074, 0.0375
Si, 1.3673, 6.8362, 0.6835, -0.001, 0.0207, -0.0089
Si, 4.1018, -1.3673, 0.6835, -0.0116, -0.0208, 0.0374
Si, 6.8362, 1.3673, 0.6835, 0.0148, -0.0158, -0.0089
Si, -1.3673, 4.1018, 0.6835, -0.0257, 0.0227, 0.037
Si, 6.8362, -4.1018, 0.6835, -0.0694, 0.0604, 0.0078
Si, -1.3673, -1.3673, 0.6835, -0.0455, 0.0049, 0.0295
Si, 0, 0, 2.0507, 0.0919, 0.0533, 0.0537
Si, 2.7345, 2.7345, 2.0507, 0.0307, -0.0577, 0.0477
Si, 0, 5.469, 2.0507, 0.0733, 0.1061, -0.0212
Si, 2.7345, -2.7345, 2.0507, -0.0562, -0.1117, -0.0506
Si, 5.469, 0, 2.0507, 0.0857, 0.1098, -0.0244
Si, 8.2035, 2.7345, 2.0507, -0.0758, -0.0765, -0.0473
Si, 5.469, 5.469, 2.0507, 0.1213, 0.0366, 0.0513
Si, 8.2035, -2.7345, 2.0507, 0.0161, -0.0631, 0.0344
Si, 12.9837, 1.4429, 21.9333, -0.0002, -0.0009, 0
Si, 0.0903, 14.066, 23.3308, -0.0004, -0.0006, -0.0018
Si, 13.3463, 4.4654, 21.9809, 0, -0.0007, -0.0003
Si, -2.7605, 1.5181, 19.3148, -0.0001, -0.0012, 0.0002
Si, 7.8702, 2.716, 23.1486, -0.0007, -0.0009, -0.0006
Si, 0.8328, -2.9596, 15.3229, -0.0002, -0.0011, 0.0019
Si, 8.2784, 1.421, 16.2282, -0.001, -0.0012, -0.0007
Si, 3.9845, -5.7081, 19.6025, 0.0004, -0.0011, 0.0007
Si, -0.7446, 7.294, 10.4977, -0.0017, 0.0006, 0.0021
Si, 0.3531, 5.1104, 14.7906, 0.0003, -0.0008, 0.001
Si, 4.0853, -4.3379, 9.6137, 0.0013, -0.0034, 0.0011
Si, 8.6286, 3.9876, 14.4618, 0.0007, -0.0014, 0.0008
Si, -3.0285, -2.8876, 12.2899, 0.0005, -0.0013, 0.0001
Si, 0.878, -1.8587, 12.2803, 0.0005, 0.0005, 0.001
Si, -0.1096, 1.0466, 12.2039, 0.0029, -0.0012, 0.0017
Si, 4.6281, 4.5822, 16.7706, 0.0002, -0.001, -0.0002
Si, 5.37, 1.3452, 10.2258, -0.0032, -0.0023, 0.0037
Si, 4.0921, -3.8568, 23.0641, -0.0015, 0.0004, -0.0016
Si, 3.9822, -0.4419, 16.9404, 0.0003, 0, -0.0001
Si, 7.8761, 7.2626, 26.5407, 0.0014, 0.0012, 0.0012
Si, 10.8704, 0.3048, 19.9714, -0.0005, -0.0006, -0.0006
Si, 5.996, 10.2877, 18.9673, -0.0007, -0.0011, -0.0011
Si, 13.5244, 2.0082, 12.6537, -0.001, -0.0017, 0.0009
Si, 9.4332, 1.2336, 9.5829, -0.0004, 0.0003, 0.0005
Si, 7.9249, -0.6681, 14.3399, -0.0002, 0, 0.0008
Si, 3.7463, 10.3843, 12.0122, -0.0009, 0.0007, 0.0016
Si, 14.8425, 1.0505, 25.6684, 0.0016, -0.0019, -0.0024
Si, -0.0762, -0.5057, 26.4901, 0.0001, 0.0009, 0.0002
Si, 12.255, 2.3327, 25.8722, -0.0007, 0.0001, -0.0043
Si, -2.7466, -1.5937, 9.6823, -0.0045, -0.0039, 0.0009
Si, 8.1367, 6.6209, 19.5516, -0.0012, -0.0004, 0.0002
Si, 11.6619, 13.1392, 14.9288, 0.0003, -0.0006, 0.0003
Si, 3.3827, 3.5835, 10.1597, -0.0011, -0.0017, 0.0012
Si, 3.9795, -0.7824, 23.2419, -0.0003, -0.0007, -0.0009
Si, 6.8995, 4.1031, 20.6142, -0.0006, -0.0013, 0.001
Si, 7.3719, 5.9263, 16.7043, -0.0008, -0.0009, 0.0007
Si, 5.1517, 5.8696, 25.7474, 0.0006, 0.0001, -0.0035
Si, 6.2304, 8.8483, 16.429, -0.0003, -0.0002, 0.0005
Si, 6.8375, -8.9539, 12.9671, 0.0003, -0.0008, 0.0032
Si, 11.8025, -0.3372, 16.9847, -0.0002, -0.0005, -0.0003
Si, 4.9992, 7.7079, 12.4527, 0.0009, 0.0004, 0.0037
Si, 9.3203, -2.0384, 21.3526, -0.0005, 0.0002, -0.0001
Si, 7.182, 10.5265, 22.7933, -0.0008, -0.0002, -0.0003
Si, 6.1365, 3.1429, 25.6214, 0.0014, -0.0017, -0.0015
Si, 3.0692, 6.3476, 14.6328, -0.0006, -0.0014, 0.0012
Si, 5.3129, 7.7026, 20.3423, -0.0003, -0.0009, 0.0003
Si, 9.1575, -2.0078, 24.3247, -0.0038, 0.0009, -0.0025
Si, 5.2272, 1.8137, 15.4919, 0.0004, -0.0013, 0.0008
O, 7.3525, -2.1589, 8.3982, 0.0007, -0.0034, -0.0134
O, 3.5109, 0.7095, 13.0015, 0.0012, -0.0013, 0.001
O, 7.5765, 1.1699, 22.7102, -0.0001, -0.0005, 0.0018
O, 6.8606, 9.4811, 17.8095, 0.0002, -0.0009, 0.0018
O, 6.6544, 6.2625, 26.2097, 0.0018, -0.0001, 0.0015
O, -1.811, -4.0871, 7.5917, 0.0083, -0.0064, -0.0022
O, 13.4924, 7.5786, 28.175, -0.0032, -0.0007, 0.0053
O, 6.8886, 4.195, 7.9113, -0.0016, -0.0006, -0.0089
O, 3.0589, -3.3017, 8.8763, -0.0051, 0.0075, -0.0084
O, 11.0461, -0.0895, 18.3963, -0.0005, -0.0005, 0.0016
O, 5.1751, 4.3638, 25.1113, -0.002, 0.0011, 0.0022
O, 4.5517, 3.0569, 16.2612, -0.0006, -0.0003, 0.0009
O, 12.2576, 1.0152, 20.5056, -0.0003, -0.0007, 0.0011
O, 2.3372, 3.0507, 8.9872, 0.0031, -0.0049, -0.025
O, 12.4962, 3.0702, 27.2986, -0.0022, 0.002, 0.0086
O, -1.1842, 1.6473, 11.1346, -0.0016, -0.0005, -0.0029
O, 9.6291, -0.0813, 27.4646, -0.0001, 0.0034, 0.0097
O, 11.2791, -1.7532, 16.3115, -0.0005, -0.0007, 0.0007
O, 5.4347, 10.1993, 28.2309, 0.0005, -0.0016, 0.0062
O, 5.3205, -4.7188, 8.6305, 0.0034, -0.0024, -0.0085
O, 4.1909, 5.8995, 27.0679, -0.0024, 0.0024, 0.0116
O, 6.5518, 7.302, 12.8233, -0.0001, -0.0005, 0
O, 8.9951, 6.502, 27.4213, -0.0003, -0.0004, 0.002
O, 3.4297, 8.6043, 23.0623, 0, -0.0011, 0.0017
O, 1.4161, -1.3103, 8.0472, -0.0014, 0.0004, -0.0102
O, 8.4202, -0.0162, 9.5705, -0.0016, 0.0025, 0.0009
O, -0.1575, 0.7352, 8.799, 0.0035, -0.0038, -0.0071
O, 16.2199, 7.2391, 21.9231, -0.0002, -0.0006, 0.0015
O, 13.9783, 0.2224, 22.3518, -0.0009, -0.0001, 0.0013
O, 11.4511, 3.6891, 15.6474, -0.0004, -0.0002, 0.0004
O, 11.2903, 3.2737, 24.9439, 0.0015, -0.0019, 0.0041
O, 9.4449, 3.1182, 22.9809, 0, -0.0009, 0.0016
O, 7.3082, 8.56, 27.3556, -0.0018, 0.0002, 0.0069
O, -0.2905, 6.0885, 9.452, -0.0004, 0.0024, -0.0118
O, 11.6339, 0.8487, 26.0734, -0.0013, -0.0028, 0.0027
O, 6.1485, 4.9776, 17.2249, 0.0001, -0.0009, 0.0019
O, -0.3004, 1.6801, 13.7116, -0.0007, -0.0002, 0.0003
O, -6.1619, 0.1644, 18.2415, 0.0004, -0.0007, 0.0013
O, -2.2355, 2.4849, 8.8478, -0.0037, 0.001, -0.0079
O, 0.5667, -3.1266, 11.3035, 0.0002, -0.0021, -0.001
O, 4.6956, -3.6011, 10.909, -0.0019, -0.0012, -0.0027
O, 3.8856, 1.2835, 7.6507, 0.0048, -0.0059, -0.003
O, 6.9361, 3.6403, 22.177, -0.0003, -0.0006, 0.0011
O, 15.5461, 9.0124, 16.5902, 0.0001, -0.0003, 0.0007
O, -0.0182, 6.5566, 15.5319, 0, -0.0003, 0.0005
O, 2.6182, -6.0855, 20.4118, -0.0003, -0.0008, 0.0007
O, 3.5929, 0.7908, 27.2477, 0.002, -0.003, 0.013
O, 6.6568, 1.4603, 16.1821, -0.0008, -0.0007, 0.0008
O, 10.5091, -1.0569, 20.8103, -0.0007, -0.0013, 0.0015
O, 3.3668, 5.2034, 10.0529, -0.0004, 0.0006, 0.0013
O, 7.0395, 0.389, 19.6355, -0.0006, -0.0016, 0.0015
O, 9.5661, 1.2997, 20.1583, 0.0002, -0.0008, 0.0013
O, -0.9379, 4.6785, 13.8457, -0.0004, -0.0007, 0.0011
O, 8.16, 1.9468, 28.2706, 0.0033, -0.0019, 0.0066
O, 6.4187, 1.7499, 11.414, 0.0002, -0.0009, -0.001
O, 8.5441, -1.9345, 13.4878, -0.001, -0.0006, 0
O, -3.5249, -1.9103, 11.0696, 0.0003, 0.001, -0.0013
O, 2.1376, 2.4744, 14.1419, -0.0004, -0.0006, 0.001
O, 4.2114, 11.4983, 15.6767, 0, -0.0007, 0.0003
O, 11.794, 4.3597, 22.5276, -0.0007, -0.0009, 0.0019
O, 5.3787, 1.7099, 25.4762, 0.0001, -0.0014, 0.0024
O, 12.3028, 1.4953, 11.7049, -0.001, -0.0008, 0.0004
O, 9.7263, -2.5264, 22.8714, -0.0003, -0.0004, 0.0024
O, 7.982, 5.1886, 15.3783, -0.0007, -0.0007, 0.001
O, 3.6984, -6.2255, 18.0923, -0.0011, -0.0006, 0.0014
O, 8.6953, 1.4744, 17.7772, 0.0004, -0.0008, 0.0006
O, -0.1665, -0.593, 12.152, -0.0013, -0.0007, 0.0004
O, 7.5936, 0.5828, 13.3459, -0.0005, 0, -0.0001
O, -1.288, -2.3424, 9.6578, 0.0054, 0.0012, 0.002
O, 2.4309, -0.5807, 17.3002, 0.0005, -0.001, 0.0013
O, 3.9437, 6.912, 13.3904, 0.0006, -0.0004, -0.0002
O, 6.462, 3.5188, 27.1758, 0.0033, -0.0006, 0.0115
O, 7.4768, 3.0201, 24.7037, 0, -0.0002, 0.0018
O, 17.545, 9.6855, 15.0871, -0.0009, -0.0013, 0.001
O, 6.0176, 0.6188, 8.9137, -0.003, -0.0028, -0.0133
O, -1.7531, 7.6668, 20.2628, 0.0005, -0.0008, 0.0019
O, 10.3375, -1.2423, 25.1421, 0.0008, 0.0007, 0.0038
O, 2.777, 2.1249, 25.158, -0.0016, 0.0007, 0.0019
O, 9.0153, -3.9407, 11.6483, 0.0015, -0.0002, -0.0008
O, 11.6757, -2.391, 13.8014, -0.0011, -0.0005, -0.0004
O, 4.8331, -1.6038, 12.6222, 0.0006, -0.0014, 0.0009
O, 6.6692, 7.2839, 19.5831, 0.0001, -0.0008, 0.0008
O, 4.0918, 5.522, 15.5702, -0.0009, -0.0002, 0.0003
O, 12.7427, 5.4309, 14.0654, -0.0006, -0.0011, 0.0005
O, 5.5611, -0.6217, 22.8114, 0.0002, -0.0007, 0.0017
O, 7.7483, 3.3458, 13.2222, -0.0002, -0.0005, 0.0011
O, 8.413, 6.2163, 17.9626, 0.0004, -0.0004, 0.0011
O, 3.1726, 3.2321, 11.7514, 0, 0.0019, -0.0019
O, -5.4148, 2.1891, 13.9284, -0.0007, -0.0002, 0.0003
O, 8.0252, 5.2807, 20.4621, 0.0001, -0.0009, 0.0012
O, 2.4062, 7.5579, 15.5237, 0.0012, -0.0005, 0.0001
O, 8.6215, 7.6502, 25.1572, -0.0007, -0.0008, 0.0048
O, 10.7701, 4.7926, 28.2641, 0.0025, -0.0009, 0.0053
O, 5.2414, 9.3128, 20.0644, -0.0002, -0.0012, 0.0011
O, 8.8907, -8.1971, 15.4991, 0.0009, -0.0004, 0.0008
O, 15.6173, 6.8913, 24.571, 0.0007, -0.0021, 0.005
O, 2.9087, 2.8658, 21.9924, -0.0003, -0.0006, 0.0013
O, 6.7373, 7.3364, 16.2041, -0.0001, -0.001, 0.0006
O, 4.7838, 2.8204, 9.7912, 0.0041, 0.0009, 0.0015
O, 11.6665, 1.0055, 16.0398, -0.0003, -0.0004, 0.0003
O, 3.159, 5.7318, 22.7765, -0.0008, -0.0012, 0.0016
O, 5.3611, 4.5555, 20.2365, -0.0005, -0.0006, 0.001
O, 4.2672, 0.1988, 10.6562, 0.001, 0.0001, 0.0001
O, 14.7738, -0.3394, 24.8162, -0.0011, 0.0002, 0.0029
O, 11.8336, 9.4027, 27.2945, 0.0008, -0.0018, 0.0041
O, 7.8739, -1.2631, 21.5529, 0.0003, -0.001, 0.0013
O, 7.432, 2.9175, 19.6371, -0.0004, -0.0007, 0.0005
O, 4.1084, 6.8707, 19.6111, -0.0004, -0.0003, 0.0008
O, -2.1016, 0.0253, 15.5303, 0.0002, -0.0007, 0.0008
O, 7.877, 9.9375, 24.1491, 0.003, -0.0032, 0.0027
O, 2.3654, -1.3873, 11.8254, -0.0006, -0.0012, 0.0005
O, 11.6929, 1.6791, 22.9236, -0.0002, -0.0012, 0.0021

Results
free energy: -155242.558 eV
free energy less fixed offsets of O -568.88, Si -635.61 eV per atom: -0.158 eV

The program warned: the cutoff lies below the one the program advises for these potential files; the exchange-correlation potential is rough where the density is thin.
